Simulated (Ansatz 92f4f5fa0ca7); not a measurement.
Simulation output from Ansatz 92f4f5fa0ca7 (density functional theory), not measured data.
Periodic cell of 270 atoms, Si166O104, from a study of silicon, its oxide and their interface. The atomic structure is a simulated model.
Doubt: the cutoff is far below the 930 eV that the study's wrapper takes by default for these files, so forces and energies are approximate.

Settings: functional PBE; potential files Ansatz PAW; basis plane waves; wave-function cutoff 580 eV; density cutoff ratio 5; exchange-correlation grid ratio 1; k mesh 1 x 1 x 1, Gamma-centred; self-consistency stop 5e-08 eV per atom in the density residual; occupations fixed; spin none; net charge 0.

Cell vectors (angstrom)
a	11.6015	0	0
b	0	13.3963	0
c	0	0	30.6275

Atoms and the computed forces on them: element, x, y, z (angstrom), force x, y, z (eV/angstrom)
Si	-0.1465	-0.098	23.9386	-0.0365	-0.2333	-0.5533
Si	3.647	-0.0333	23.9203	-0.1086	-0.1437	-0.6547
Si	7.6742	-0.0208	23.9509	0.1764	-0.0389	-0.4077
Si	1.7069	3.4474	23.9938	-0.1761	0.2343	-0.6522
Si	5.6137	3.3155	23.7047	-0.0176	-0.0918	-0.6611
Si	9.4683	3.352	23.92	-0.2453	0.0925	-0.5434
Si	-0.0884	6.5957	24.0275	0.0657	-0.053	-0.6591
Si	3.6917	6.6793	23.9057	0.0053	0.017	-0.7678
Si	7.5772	6.7286	23.7523	-0.1749	0.0873	-0.6802
Si	1.7932	10.0406	23.9824	-0.0585	0.1642	-0.6809
Si	5.619	10.0561	24.0121	-0.1973	-0.0016	-0.565
Si	9.528	10.0531	23.8285	-0.0947	0.0188	-0.7848
Si	-0.1769	2.1859	24.6008	0.0473	-0.0111	0.3523
Si	3.688	2.2451	24.5481	-0.0145	0.0584	0.2598
Si	7.538	2.2321	24.6161	0.0253	-0.0093	0.3908
Si	1.8348	5.5926	24.8891	0.0549	0.0366	0.4169
Si	5.6724	5.5491	24.4998	0.0266	0.0156	0.4051
Si	9.482	5.5971	24.6284	0.1113	-0.0856	0.3298
Si	-0.1591	8.892	24.6061	0.1188	-0.0312	0.251
Si	3.7163	8.8965	24.7181	0.049	-0.0131	0.3926
Si	7.6061	8.9292	24.6171	0.0364	0.0135	0.2426
Si	1.7838	12.2509	24.7781	0.041	-0.0121	0.4324
Si	5.6611	12.3171	24.6332	0.0663	0.027	0.2654
Si	9.5508	12.2187	24.7419	-0.0641	0.0846	0.4571
Si	-0.0918	2.213	27.0214	-0.0277	-0.033	-0.0389
Si	3.7802	2.2424	26.9838	-0.0338	-0.0667	0.0392
Si	7.6308	2.2313	27.0229	-0.0074	-0.0226	0.0437
Si	1.8841	5.5907	27.2026	-0.0171	-0.0171	0.0425
Si	5.7355	5.5631	26.951	0.0184	0.0017	0.0694
Si	9.5745	5.5848	27.0272	-0.0088	0.0344	0.0954
Si	-0.0883	8.9181	27.0181	-0.0529	-0.03	0.0637
Si	3.7864	8.9101	27.0851	0.0098	-0.0053	0.0655
Si	7.6654	8.9192	27.0211	-0.0179	-0.002	0.0693
Si	1.8553	12.2748	27.1238	0.0142	0.0043	0.0539
Si	5.7252	12.299	27.0344	0.0175	0.0171	0.0372
Si	9.5956	12.2527	27.1006	0.0319	-0.0258	0.0729
Si	1.865	1.1302	27.8593	-0.0004	0.0102	-0.1239
Si	5.7111	1.127	27.8569	0.0036	0.01	-0.1668
Si	9.5813	1.1097	27.8549	0.0462	0.036	-0.1441
Si	-0.0846	4.4516	27.8588	0.065	-0.0428	-0.1628
Si	3.839	4.4545	27.8666	-0.0257	0.0174	-0.1688
Si	7.6571	4.4604	27.8477	0.005	-0.0096	-0.1843
Si	1.8489	7.8376	27.8919	0.0637	-0.0043	-0.1137
Si	5.7427	7.7854	27.8419	0.0261	-0.0021	-0.1444
Si	9.5994	7.8074	27.8617	-0.0003	-0.004	-0.1476
Si	-0.0663	11.1368	27.883	0.007	0.0307	-0.1521
Si	3.8161	11.1578	27.8687	-0.0177	0.0227	-0.1645
Si	7.6506	11.151	27.8617	0.0236	-0.0271	-0.1759
Si	1.9336	1.1164	30.2326	-0.0833	0.0755	-0.201
Si	5.8008	1.1164	30.2326	-0.1575	0.0184	-0.1082
Si	9.6679	1.1164	30.2326	-0.1645	0.0088	-0.0552
Si	0	4.4654	30.2326	-0.2474	-0.0387	-0.0345
Si	3.8672	4.4654	30.2326	0.1027	-0.1279	0.0632
Si	7.7343	4.4654	30.2326	-0.1363	0.0254	0.0363
Si	1.9336	7.8145	30.2326	-0.1953	0.0928	0.2353
Si	5.8008	7.8145	30.2326	-0.075	-0.1115	-0.2422
Si	9.6679	7.8145	30.2326	-0.1243	0.0042	-0.1184
Si	0	11.1635	30.2326	-0.1218	-0.1203	0.1957
Si	3.8672	11.1635	30.2326	-0.0438	-0.0472	0.0698
Si	7.7343	11.1635	30.2326	-0.1466	-0.0425	0.0787
Si	0	0	0.3944	0.2894	0.1545	-0.0968
Si	3.8672	0	0.3944	0.0148	0.1985	0.0384
Si	7.7343	0	0.3944	0.0251	0.1004	-0.188
Si	1.9336	3.3491	0.3944	0.1677	-0.2252	0.1302
Si	5.8008	3.3491	0.3944	-0.1631	-0.05	0.2051
Si	9.6679	3.3491	0.3944	0.2704	0.0158	0.1176
Si	0	6.6981	0.3944	0.12	0.0036	-0.1192
Si	3.8672	6.6981	0.3944	0.2328	0.2248	0.0684
Si	7.7343	6.6981	0.3944	0.1535	0.1137	0.0007
Si	1.9336	10.0472	0.3944	0.2045	0.0504	0.265
Si	5.8008	10.0472	0.3944	-0.021	-0.1098	0.1517
Si	9.6679	10.0472	0.3944	0.1394	-0.1706	-0.0954
Si	0.0961	0.0335	2.758	-0.0095	-0.0005	0.1298
Si	3.9156	0.0423	2.7699	-0.008	-0.0513	0.2003
Si	7.7811	0.0254	2.7409	-0.0413	-0.0219	0.079
Si	2.0254	3.3076	2.7908	-0.0494	0.036	0.2118
Si	5.8116	3.3467	2.7836	0.1048	0.0339	0.1804
Si	9.7638	3.3638	2.7762	-0.0881	0.0118	0.1535
Si	0.0999	6.6874	2.7437	-0.0224	0.0064	0.0653
Si	3.973	6.7491	2.7819	-0.0508	-0.0207	0.1711
Si	7.8295	6.7206	2.7599	-0.0066	-0.0428	0.1432
Si	2.0223	10.0754	2.7938	0.0207	-0.0261	0.2287
Si	5.8405	10.0238	2.785	0.0225	-0.0001	0.1908
Si	9.7545	10.0185	2.7462	-0.0489	-0.0205	0.126
Si	0.0893	2.2352	3.6745	0.017	-0.0218	-0.0936
Si	3.927	2.2098	3.7812	-0.0318	-0.0215	-0.1301
Si	7.7952	2.2794	3.514	-0.0093	0.0891	-0.104
Si	2.0605	5.5659	3.4822	0.0172	-0.0106	-0.0621
Si	5.9121	5.5933	3.5593	0.1191	-0.0151	-0.0479
Si	9.7733	5.6091	3.5758	-0.0364	0.0671	-0.0759
Si	0.1162	8.9034	3.5608	0.0105	-0.0198	-0.0713
Si	3.9202	8.9542	3.7535	-0.0602	0.0339	-0.1133
Si	7.8142	8.9539	3.6036	-0.0163	0.0544	-0.0238
Si	2.021	12.3192	3.6377	-0.0118	0.0365	-0.0827
Si	5.8432	12.2792	3.4959	-0.0109	0.033	-0.0889
Si	9.7493	12.285	3.3928	0.0222	0.0042	-0.0974
Si	0.1546	2.2198	6.1309	-0.28	0.1786	-0.366
Si	3.9464	2.1599	6.3342	0.1171	0.0371	-0.1314
Si	7.8503	2.3271	5.8572	-0.0885	-0.0218	-0.428
Si	2.1611	5.5461	5.8156	-0.0611	0.0121	-0.2502
Si	6.0233	5.6032	5.9363	-0.19	-0.0656	-0.4612
Si	9.8566	5.659	5.958	-0.1207	-0.0135	-0.392
Si	0.2078	8.8554	5.9418	-0.0687	0.1207	-0.4385
Si	3.9524	8.9634	6.2699	0.003	0.0809	-0.1984
Si	7.8712	9.0008	6.0158	-0.1052	0.108	-0.344
Si	2.0696	12.3567	6.0642	-0.0178	-0.1407	-0.2595
Si	5.8681	12.2991	5.8363	0.119	-0.0589	-0.4267
Si	9.8279	12.2867	5.6908	0.0972	0.043	-0.3993
Si	1.9317	1.0531	7.1819	-0.2138	-0.1921	0.6253
Si	6.0518	1.0745	6.7082	0.1182	-0.0871	0.5007
Si	9.7254	1.0863	6.5326	0.0199	-0.034	0.5477
Si	0.2094	4.5325	6.6461	0.1317	0.0257	0.5362
Si	4.1074	4.4944	6.7027	0.2207	0.1993	0.49
Si	7.9767	4.5212	6.7466	0.4336	0.0532	0.5125
Si	2.0462	7.6381	6.8798	-0.0342	-0.6682	0.4381
Si	5.9637	7.8189	6.7472	0.1	-0.1862	0.5135
Si	9.8336	7.9071	6.7337	0.1012	0.1247	0.6456
Si	0.1196	11.1334	6.4958	0.0127	-0.0888	0.5168
Si	4.0207	11.3035	6.8981	0.0021	0.2831	0.4939
Si	7.8836	11.3294	6.5331	0.0018	0.0558	0.6051
O	6.1611	7.5824	8.4059	-0.0982	0.0748	-0.3004
O	1.8857	6.9786	8.465	0.0933	0.4143	-0.367
O	6.6504	0.7896	8.2822	-0.1188	0.0197	-0.2766
O	8.0069	11.8464	8.1526	-0.0388	0.004	-0.2229
O	8.3718	4.5698	8.389	-0.1402	-0.0316	-0.4604
O	9.3757	0.8183	8.17	-0.0155	-0.0132	-0.2221
O	0.3606	4.7494	8.3086	-0.0746	-0.0601	-0.2079
O	10.0131	8.0901	8.4079	-0.0154	-0.1111	-0.3733
O	11.5129	11.0498	8.1337	0.034	-0.002	-0.0887
O	4.1443	11.8684	8.5216	-0.1456	-0.12	-0.489
O	4.4167	4.8793	8.3153	-0.0401	-0.078	-0.3302
O	1.5594	0.8493	8.8567	0.2703	0.2148	-0.8503
O	8.0638	13.3195	22.3049	-0.0391	-0.0622	0.3718
O	3.3577	-0.2536	22.2738	0.0897	0.0183	0.3833
O	1.8007	10.2348	22.3164	0.0093	0.0195	0.3485
O	3.6089	6.6743	22.2155	0.0728	-0.047	0.4909
O	1.4589	3.9327	22.3912	0.1544	-0.3232	0.289
O	11.4158	12.9314	22.2762	0.0452	0.1092	0.3052
O	7.4646	6.8021	22.0578	0.046	-0.1452	0.6875
O	9.4604	10.196	22.1321	0.0315	0.0205	0.6389
O	5.5527	3.2635	21.9953	0.0567	0.1012	0.6559
O	9.2467	3.4503	22.2363	0.0881	-0.0183	0.3489
O	5.3211	10.0487	22.3644	0.0602	-0.0069	0.2854
O	0.1589	6.2996	22.3779	-0.1634	0.209	0.3306
Si	9.8986	9.5563	20.6915	-0.005	-0.0725	-0.1337
Si	5.9136	10.2391	20.8687	-0.1691	-0.0638	-0.2264
Si	5.2274	2.2106	20.7879	-0.0503	0.0957	-0.3628
Si	6.9242	10.0434	15.9075	0.0224	0.0432	0.0194
Si	-0.9049	11.6513	15.5667	-0.1431	-0.0246	0.0365
Si	4.5689	4.1832	15.4628	0.2306	-0.0052	0.0287
Si	0.7277	5.0624	21.4608	0.1009	0.0653	-0.0241
Si	2.1784	5.6155	15.8903	0.066	0.0726	-0.0316
Si	9.3298	0.9906	19.1113	0.044	0.0424	-0.1753
Si	6.7448	4.6333	13.5126	0.0019	-0.0123	-0.035
Si	6.9173	6.1358	17.9182	-0.0985	-0.1463	-0.1514
Si	11.846	1.984	12.7909	-0.0661	0.0469	0.1592
Si	9.5848	3.5574	14.2384	-0.0893	-0.0512	0.0324
Si	12.8875	-7.7218	9.2936	-0.2083	0.0482	0.1298
Si	3.8452	9.8151	16.5992	-0.009	0.1395	0.0622
Si	11.605	0.4661	20.9493	-0.1885	0.0098	-0.3243
Si	17.6119	6.4047	11.3566	0.0217	-0.1537	0.2943
Si	9.1185	10.1642	17.8359	-0.0452	0.0208	-0.2352
Si	17.6988	2.7709	11.1592	-0.0123	-0.032	0.2491
Si	8.2258	1.5219	16.3184	-0.0388	0.0252	-0.0134
Si	8.8577	7.7848	16.1663	-0.061	-0.0773	0.0416
Si	8.0539	13.4033	8.7081	-0.0441	-0.0151	0.3074
Si	-0.1916	11.1251	9.7362	0.1701	0.0212	0.1544
Si	0.964	0.3668	10.313	-0.0386	-0.1758	0.4281
Si	7.1774	13.1688	20.9461	0.0748	0.0377	-0.3126
Si	9.5232	8.7389	9.8282	0.0098	-0.173	0.2576
Si	2.2233	11.2613	11.4155	-0.1258	0.0211	0.0653
Si	4.8183	11.2406	9.8836	0.0214	0.0724	0.4204
Si	12.6624	0.198	15.0228	-0.024	0.0317	0.052
Si	6.0659	3.2421	17.848	0.123	0.1617	-0.2772
Si	10.2269	3.1274	20.9759	-0.208	-0.2862	-0.4321
Si	8.2269	18.0177	10.0032	-0.177	-0.0215	0.3863
Si	2.1549	2.8812	14.9	0.0807	-0.0003	-0.0685
Si	3.9004	6.9965	17.9537	0.1104	0.0302	-0.1331
Si	-1.0345	6.2409	11.3068	-0.0438	-0.0108	0.1677
Si	2.9048	6.8354	20.7552	0.2037	0.1922	-0.1352
Si	3.5404	11.2135	19.1777	-0.0364	0.0617	-0.1174
Si	1.8046	-2.5169	14.5275	0.091	-0.0291	-0.0048
Si	3.0762	13.7193	20.7747	0.1939	-0.0681	-0.289
Si	6.9196	-0.2032	11.3687	-0.0787	0.2567	0.3237
Si	7.7267	7.6034	20.6642	-0.0059	0.0366	-0.3323
Si	4.0429	4.6029	9.8731	0.2359	-0.0794	0.3897
Si	6.4046	8.6199	9.6427	0.0396	-0.1739	0.3134
Si	11.0513	6.1498	14.5244	-0.0324	-0.0417	-0.0646
Si	7.9768	12.4295	14.3405	-0.0271	0.0613	0.059
Si	1.4803	9.6921	20.8205	0.0934	0.0549	-0.2069
O	3.706	-2.5943	10.9794	0.1168	-0.0284	-0.1289
O	1.4013	2.9677	13.4388	0.0031	-0.0226	-0.0617
O	9.8134	7.6525	11.0102	-0.0421	0.1675	-0.1256
O	7.0388	4.5259	18.011	-0.0021	-0.0104	0.0646
O	6.3906	6.1227	12.9252	0.0318	0.0081	-0.1284
O	3.7776	2.9833	14.665	-0.1144	0.0257	0.0155
O	10.9274	6.2222	12.8987	0.0314	0.0174	-0.0651
O	11.9888	0.5519	13.5695	0	0.0128	-0.0783
O	9.2527	1.0239	17.4896	0.0439	-0.0184	0.1165
O	0.4795	1.6744	11.1985	0.0474	-0.0285	-0.1164
O	7.315	6.7042	19.3826	0.0885	0.0801	0.2073
O	10.1933	10.1724	10.2196	-0.0893	-0.0025	-0.1157
O	7.9888	6.5517	16.7657	0.0178	0.0842	0.0206
O	4.7544	3.1738	10.2957	-0.0986	0.0469	-0.169
O	1.689	4.0554	15.9382	-0.0552	-0.0205	0.0358
O	2.1488	8.2473	20.627	0.0415	-0.038	0.0869
O	9.5188	11.8815	14.4476	0.0858	-0.027	-0.0229
O	10.0956	11.131	16.9725	0.0162	-0.024	0.1072
O	5.9226	0.7812	21.1266	-0.0291	-0.0812	0.1813
O	8.1593	-0.0279	10.3315	0.1006	-0.0222	-0.2129
O	5.9937	3.5354	12.5903	-0.0159	-0.0378	-0.1461
O	12.5858	6.425	15.0928	0.0192	-0.0025	0.0209
O	11.1051	4.4352	20.5731	0.0564	0.0984	0.0856
O	5.5352	9.9217	9.2975	0.0055	0.0109	-0.1697
O	7.9468	9.0548	9.7644	-0.1063	0.064	-0.1139
O	7.9929	0.2376	19.6264	-0.1447	-0.1439	0.1891
O	1.1544	10.5154	10.433	0.0341	0.022	-0.0748
O	11.272	1.9741	21.4585	0.0857	0.054	0.183
O	9.4944	8.6172	17.4302	0.0158	0.0372	0.0636
O	1.508	13.7605	20.3882	-0.0419	-0.0453	0.1351
O	13.362	1.5028	15.6627	0.0118	-0.0007	0.0193
O	11.9873	6.2058	10.5332	0.2068	-0.0214	-0.2515
O	4.6845	10.2381	19.8046	0.181	-0.0762	0.1824
O	4.016	6.7826	19.5655	-0.0775	-0.0241	0.1255
O	7.794	0.3161	15.3238	0.001	-0.0396	-0.0219
O	6.0863	14.5886	11.4884	0.0248	-0.0462	-0.0885
O	5.3633	9.665	16.0551	0.0154	-0.038	-0.0445
O	10.3804	2.6698	13.1015	0.1023	-0.0414	-0.0818
O	10.5893	4.6362	14.9299	0.0589	0.0243	0.0787
O	6.1041	4.4597	14.9897	-0.1731	-0.0048	0.0368
O	9.3059	8.0318	20.5898	0.0525	-0.0576	0.1004
O	1.9874	-2.689	12.9253	-0.0448	0	-0.0714
O	3.5485	8.5264	17.5323	-0.0068	-0.1017	0.058
O	2.5861	6.1788	17.371	-0.0152	-0.0304	0.0083
O	7.5414	-0.6002	12.819	0.0159	-0.0449	-0.1752
O	7.526	3.2059	10.4674	0.1312	0.0244	-0.1323
O	7.8438	8.797	15.3559	-0.0218	-0.0421	-0.0689
O	6.7136	11.6382	20.737	0.0515	0.1165	0.1082
O	9.3135	10.4272	19.4262	0.0046	-0.0076	0.0675
O	5.41	6.5964	17.4327	-0.0827	0.021	0.0485
O	3.7817	12.7535	19.6497	-0.0321	0.1733	0.1764
O	3.6344	1.8566	20.6766	-0.0185	0.0635	0.1366
O	9.3922	2.5346	19.6919	0.0861	0.1551	0.2416
O	8.3481	4.3726	13.538	0.0333	0.0075	-0.0156
O	5.6942	2.7534	19.3392	-0.0433	-0.065	0.2734
O	8.9993	2.6304	15.4254	0.0629	0.0034	-0.0149
O	7.1935	5.8062	10.416	0.037	0.1129	-0.1848
O	10.0352	7.2377	15.1937	0.0349	0.0539	-0.0165
O	-0.1001	9.5296	20.5461	-0.0506	0.0306	0.1243
O	2.0815	12.8952	11.1871	-0.0191	0.1059	-0.1141
O	5.9136	7.9957	11.0766	0.0582	0.1644	-0.2457
O	2.8064	9.8863	15.3414	-0.0669	-0.0339	-0.085
O	9.6333	4.9779	10.7821	0.0013	-0.0669	-0.1496
O	6.9689	11.2604	14.8399	-0.0237	-0.0302	-0.0323
O	4.5979	5.727	10.9205	-0.0784	0.007	-0.1619
O	2.0741	10.7216	19.6995	-0.1169	-0.0814	0.1815
O	0.2283	10.6295	14.946	0.0381	-0.0141	-0.0216
O	11.2981	12.7094	10.1631	-0.0367	0.0782	-0.1784
O	3.6718	5.5464	15.1671	-0.0859	-0.041	-0.0044
O	10.6203	13.5476	19.6722	0.1377	-0.0548	0.232
O	6.8706	8.9813	20.5408	-0.0336	0.0305	0.1056
O	3.6325	11.1388	17.5472	0.029	-0.0631	0.0275
O	11.4354	-0.336	15.9464	0.0469	-0.0258	0.004
O	1.8452	5.6464	20.442	-0.1712	-0.1905	0.0709
O	7.5615	10.4688	17.3734	0.0652	-0.0333	0.0735
O	4.7137	3.6958	17.0286	-0.0427	-0.0186	0.0376
O	5.8786	-1.2736	10.7424	-0.1349	-0.1747	-0.248
O	2.4218	4.6883	9.9638	-0.1221	0.0248	-0.1474
O	6.8652	2.0945	17.0084	-0.0747	-0.0167	0.0968
O	2.1909	-0.9662	14.8846	-0.0237	0.0415	-0.0127

Results
free energy: -164674.360 eV
free energy less fixed offsets of O -568.88, Si -635.61 eV per atom: 0.420 eV

The program warned: the cutoff lies below the one the program advises for these potential files; the forces do not sum to zero within the program's tolerance; the exchange-correlation potential is rough where the density is thin.
